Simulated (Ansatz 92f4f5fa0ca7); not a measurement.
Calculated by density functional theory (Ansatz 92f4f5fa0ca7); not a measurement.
Periodic cell of 225 atoms, Si132O91B2, from a study of silicon, its oxide and their interface. The atomic structure is a simulated model.

Settings
functional: PBE
potential files: Ansatz PAW
basis: plane waves
wave-function cutoff: 700 eV
density cutoff ratio: 5
exchange-correlation grid ratio: 1
k mesh: 2 x 2 x 1, shifted by 0.5 0.5 0.5 of a step
self-consistency stop: 5e-08 eV per atom in the density residual
occupations: fixed
spin: none
net charge: 0

Cell vectors (angstrom)
a, 10.938, 0, 0
b, 0, 10.938, 0
c, 0, 0, 31.9494

Atoms: element, x, y, z (angstrom)
B, 11.0528, -0.5193, 24.6013
Si, 5.1501, 0.219, 24.6861
Si, 2.7833, 2.2426, 24.554
B, 8.0946, 3.0233, 24.8272
Si, 10.6799, 5.5719, 24.3659
Si, 5.1248, 5.5863, 24.4971
Si, 3.0229, 7.9829, 24.464
Si, 8.4454, 7.8541, 24.4331
Si, 1.2151, 0.9614, 25.7249
Si, 6.9055, 1.5105, 25.6859
Si, 3.9439, 3.9798, 25.7779
Si, 9.5982, 3.9675, 25.8212
Si, 1.3269, 6.8059, 25.6885
Si, 6.8284, 6.7084, 25.7553
Si, 4.0642, 9.5253, 25.9701
Si, 9.5755, 9.527, 25.7135
Si, 2.6362, -0.1221, 27.2782
Si, 8.1872, 0.0079, 27.0625
Si, 0.0417, 2.5674, 27.1141
Si, 5.4466, 2.7292, 27.1445
Si, 2.6511, 5.4231, 27.1281
Si, 8.2054, 5.3783, 27.169
Si, -0.0077, 8.1691, 27.1358
Si, 5.5271, 8.1364, 27.1769
Si, 4.0775, 1.3297, 28.5078
Si, 9.5438, 1.3232, 28.5061
Si, 1.3438, 4.0234, 28.5039
Si, 6.8081, 4.0711, 28.5448
Si, 4.0844, 6.7845, 28.496
Si, 9.5565, 6.7989, 28.5045
Si, 1.3002, 9.4824, 28.6156
Si, 6.8606, 9.5692, 28.4979
Si, -0.0248, -0.0079, 29.9137
Si, 5.4735, -0.0124, 29.8796
Si, 2.7481, 2.7232, 29.8918
Si, 8.2008, 2.7191, 29.8896
Si, 0.001, 5.4408, 29.8777
Si, 5.4608, 5.4612, 29.8982
Si, 2.7506, 8.1646, 29.9077
Si, 8.2164, 8.2009, 29.8824
Si, 1.3673, 1.3673, 31.2657
Si, 6.8362, 1.3673, 31.2657
Si, 4.1018, 4.1018, 31.2657
Si, 9.5708, 4.1018, 31.2657
Si, 1.3673, 6.8362, 31.2657
Si, 6.8362, 6.8362, 31.2657
Si, 4.1018, 9.5708, 31.2657
Si, 9.5708, 9.5708, 31.2657
Si, 2.7345, 0, 0.6835
Si, 8.2035, 0, 0.6835
Si, 0, 2.7345, 0.6835
Si, 5.469, 2.7345, 0.6835
Si, 2.7345, 5.469, 0.6835
Si, 8.2035, 5.469, 0.6835
Si, 0, 8.2035, 0.6835
Si, 5.469, 8.2035, 0.6835
Si, 4.0977, 1.3782, 2.0669
Si, 9.5921, 1.3522, 2.0466
Si, 1.3535, 4.1357, 2.059
Si, 6.8246, 4.1356, 2.0476
Si, 4.0891, 6.8473, 2.0482
Si, 9.5743, 6.8392, 2.0676
Si, 1.3633, 9.5984, 2.0586
Si, 6.8285, 9.6115, 2.0508
Si, 0.031, 0.035, 3.4759
Si, 5.4853, 0.0405, 3.4574
Si, 2.719, 2.7726, 3.4092
Si, 8.253, 2.7821, 3.3474
Si, 0.0295, 5.518, 3.4795
Si, 5.4728, 5.5264, 3.4332
Si, 2.7384, 8.2409, 3.4059
Si, 8.2429, 8.2864, 3.3908
Si, 1.3792, 1.455, 4.8503
Si, 6.9112, 1.476, 4.7374
Si, 4.0639, 4.1542, 4.7683
Si, 9.5996, 4.0837, 4.7864
Si, 1.3693, 6.9728, 4.8517
Si, 6.8423, 6.9876, 4.7366
Si, 4.096, 9.5769, 4.7979
Si, 9.624, 9.5782, 4.8472
Si, 2.7602, 0.0387, 6.1493
Si, 8.2974, 0.1194, 6.1011
Si, 0.018, 2.7991, 6.3101
Si, 5.5171, 2.8386, 6.0842
Si, 2.7563, 5.5926, 6.1505
Si, 8.2555, 5.5987, 5.9691
Si, 0.0511, 8.3062, 6.3817
Si, 5.5009, 8.3014, 6.2285
Si, 4.426, 1.1831, 7.3418
Si, 9.8136, 1.1524, 7.6295
Si, 1.1812, 4.5006, 7.5151
Si, 6.6458, 4.5443, 7.2633
Si, 4.3265, 6.708, 7.5528
Si, 9.7323, 6.6133, 7.5139
Si, 1.2842, 9.9432, 7.7152
Si, 6.7228, 9.963, 7.4201
O, 4.1108, 6.8091, 24.0455
O, 4.0266, 1.2629, 24.0321
O, 9.5479, 6.7127, 23.9062
O, -0.0235, 5.543, 8.028
O, 5.5725, 0.1231, 7.9202
O, 0.0749, 0.0929, 8.1583
O, 5.5354, 5.6134, 7.8941
O, 7.6051, 3.9708, 8.4586
O, 8.7339, 7.0486, 8.7793
O, 2.1848, 9.4601, 9.0565
O, 8.8964, 1.6832, 8.9317
O, 7.6148, 9.4682, 8.7231
O, 3.6173, 1.8189, 8.6212
O, 3.5928, 7.2295, 8.9626
O, 2.067, 4.0029, 8.8289
O, 7.9059, 3.6988, 23.6665
O, 0.4179, 4.9255, 22.9727
O, 1.9083, 2.7555, 23.2578
O, 5.6354, 4.9156, 23.0671
O, 5.5967, 10.0603, 23.5412
O, 2.594, 8.65, 22.9996
O, 0.3718, 9.898, 23.3672
O, 7.7884, 8.5415, 23.069
Si, 8.6534, 7.68, 18.5192
Si, 8.7897, 6.3492, 13.6635
Si, 3.8032, 1.529, 14.7692
Si, 2.1296, 5.7255, 17.6722
Si, 2.3802, 3.1142, 19.5252
Si, 9.8146, 9.0221, 12.1083
Si, 1.4067, 9.3632, 22.1601
Si, 9.1783, 0.9526, 13.2406
Si, 1.429, 5.0451, 13.0668
Si, 1.7977, 8.2473, 12.8441
Si, 6.682, 9.566, 22.4548
Si, 4.5301, 4.5902, 15.7558
Si, 8.215, 3.0202, 9.6037
Si, 0.8401, 8.2097, 19.3449
Si, 6.9715, 1.3374, 21.1455
Si, 8.2266, 8.3117, 9.6936
Si, 10.8895, 5.1998, 15.6471
Si, 7.5768, 9.4791, 16.3733
Si, 9.9176, 2.0542, 20.3412
Si, 3.2204, 8.5134, 9.9384
Si, 6.6848, 3.3501, 17.492
Si, 1.127, 0.1838, 19.8744
Si, 3.2428, 2.8078, 12.327
Si, 7.2029, 5.3852, 19.7831
Si, 5.7526, 8.6578, 11.5788
Si, 5.7903, 6.0607, 13.2387
Si, 4.6382, 9.6886, 17.6705
Si, 0.9862, 3.5849, 22.2154
Si, 4.8849, 1.4697, 18.8719
Si, 3.1984, 3.0798, 9.5416
Si, 6.4598, 10.7981, 13.8397
Si, 10.3522, 0.1101, 16.018
Si, 5.6661, 3.6508, 11.1811
Si, 9.8438, 3.8852, 11.9416
Si, 2.3468, 9.9161, 15.5836
Si, 6.0662, 8.123, 19.8644
Si, 6.8212, 3.9955, 22.4626
Si, 9.7581, 2.7796, 17.4211
O, 7.2009, 6.3678, 14.0117
O, 1.8747, 7.0235, 18.7456
O, 10.2815, 4.0294, 16.5605
O, 6.174, 9.9442, 17.1085
O, 10.1543, 0.6918, 14.5128
O, 8.4344, 6.1015, 18.9557
O, 5.1778, 0.6684, 14.4753
O, 5.7168, 2.0498, 17.604
O, 8.3246, 1.9732, 20.5496
O, 1.9811, 4.2604, 18.4167
O, 6.9689, 2.8003, 10.6611
O, 4.8779, 2.6967, 12.2445
O, 6.0239, 4.3865, 16.4177
O, 4.5635, 3.9198, 9.9699
O, 10.6403, 2.7268, 21.6473
O, 9.7282, 6.1557, 15.0003
O, 6.0054, 6.4876, 19.9524
O, 4.0892, 0.1492, 18.3397
O, 9.2628, 10.5445, 12.3141
O, 2.861, 4.3487, 12.7468
O, 1.8337, 10.7073, 21.3128
O, 3.962, 2.6987, 19.4452
O, 0.737, 10.0402, 16.0168
O, 1.2685, 9.7709, 18.9255
O, 1.6917, 1.6231, 19.3277
O, 8.948, 10.3715, 16.5452
O, 4.8738, 8.5524, 18.8287
O, 9.5693, 8.7532, 10.5157
O, 6.7149, 4.0934, 18.9402
O, 2.8543, 1.7114, 13.4396
O, 5.8062, 8.82, 21.3031
O, 2.5463, 2.4475, 10.9038
O, 7.5919, 4.8126, 21.2725
O, 5.2148, 7.4654, 12.5897
O, 0.4321, 9.0558, 12.5302
O, 7.5887, 1.0382, 13.6308
O, 7.1134, 9.6128, 14.801
O, 8.9804, 5.0189, 12.7327
O, 8.1019, 8.0201, 16.9846
O, 6.2608, 2.5252, 22.0253
O, 2.4535, 9.0604, 14.1468
O, 0.4285, 4.4735, 11.9101
O, 0.8291, 8.2867, 21.0231
O, 9.3945, 3.8177, 10.3846
O, 9.6558, 2.3745, 12.5751
O, 7.6141, 8.5543, 19.4576
O, 2.5524, 8.1687, 11.3933
O, 3.9917, 3.0453, 15.4175
O, 0.8468, 4.488, 14.4856
O, 10.0879, 3.0014, 19.011
O, 9.1453, 7.7929, 12.9728
O, 10.4731, 0.5214, 20.1236
O, 6.0349, 5.0307, 11.9733
O, 8.1504, 2.7562, 17.1097
O, 3.528, 5.4691, 16.7696
O, 4.6691, 9.1304, 10.4272
O, 1.5404, 6.6672, 13.2106
O, 4.7724, 5.4779, 14.3914
O, 1.9686, 3.8421, 20.9298
O, 10.5373, 1.4064, 16.9973
O, 0.9382, 6.0668, 16.6057
O, 7.4241, 10.9326, 21.9431
O, 5.904, 0.9143, 20.0092
O, 6.0816, 10.008, 12.4529
O, 2.8515, 0.5384, 15.638
O, 7.0537, 8.0062, 10.8019
O, 10.24, 7.9871, 18.7817
O, 3.4496, 9.1915, 16.6189

Results
free energy: -135996.554 eV
free energy less fixed offsets of B -155.45, O -569.03, Si -635.61 eV per atom: -3.404 eV

Forces (eV/angstrom), in the order of the atoms: element, x, y, z
B, 0.0121, -0.0401, -0.0797
Si, -0.0187, -0.0028, -0.0213
Si, 0.021, -0.0006, -0.031
B, 0.0131, 0.03, -0.0477
Si, -0.0078, -0.0074, -0.0178
Si, -0.0139, 0.0084, -0.001
Si, 0.0129, -0.0005, -0.0048
Si, 0.029, -0.0072, -0.0562
Si, -0.0222, -0.0014, -0.005
Si, -0.0073, -0.0071, 0.0017
Si, 0.0227, 0.0004, -0.0196
Si, 0.0044, 0.0131, 0.0121
Si, 0.0193, -0.0156, 0.0069
Si, -0.0197, 0.0176, 0.0228
Si, -0.043, -0.0146, -0.0311
Si, 0.0223, 0.0034, 0.0323
Si, -0.0223, 0.0149, 0.0043
Si, 0.0004, -0.0072, -0.0109
Si, -0.0001, 0.0127, -0.0033
Si, 0.0125, -0.0062, -0.0052
Si, 0.0074, 0.009, 0.0081
Si, 0.0079, 0.019, -0.0161
Si, 0.0067, -0.0029, -0.0184
Si, 0.0051, -0.0171, -0.0029
Si, 0.0042, 0.0222, -0.0128
Si, -0.0024, -0.0098, 0.0075
Si, 0, -0.0068, -0.0088
Si, -0.0167, -0.0027, -0.0161
Si, -0.0099, -0.0052, -0.0228
Si, -0.0011, 0.0072, 0.0094
Si, -0.0077, -0.0115, -0.0164
Si, -0.0008, 0.0018, -0.0021
Si, -0.0106, 0.0133, -0.0021
Si, 0.0045, -0.0053, -0.0027
Si, 0.0013, -0.0057, -0.0046
Si, 0.0156, -0.0126, 0.0075
Si, -0.0052, 0.0032, -0.0066
Si, -0.0016, 0.005, 0.0077
Si, 0.0175, -0.0151, 0.0028
Si, 0.0134, -0.0006, -0.0083
Si, 0.0614, 0.032, -0.0779
Si, 0.0286, -0.0574, -0.0644
Si, -0.0317, -0.0656, 0.0295
Si, -0.0794, -0.101, -0.077
Si, 0.0322, -0.272, -0.0338
Si, 0.0323, 0.089, -0.1417
Si, 0.0697, -0.059, -0.0894
Si, -0.1598, -0.1128, 0.1483
Si, 0.0256, 0.0879, 0.0226
Si, -0.0192, 0.0494, -0.0863
Si, 0.0605, 0.0877, 0.0478
Si, -0.037, 0.063, 0.0869
Si, -0.0585, -0.0023, -0.025
Si, 0.0332, 0.1244, -0.0182
Si, -0.0099, 0.0647, 0.1135
Si, 0.0401, 0.1155, 0.0968
Si, 0.0044, -0.0072, -0.0016
Si, 0.0065, -0.0089, 0.0051
Si, -0.0107, 0.0105, -0.0023
Si, -0.0117, 0.0084, 0.0051
Si, 0.0033, -0.0079, -0.004
Si, 0.0068, -0.0086, -0.0031
Si, -0.0125, 0.012, -0.0026
Si, -0.0085, 0.0059, -0.0004
Si, 0.0052, 0.0047, 0.0017
Si, 0.0081, 0.0002, 0.0182
Si, 0.0043, 0.0003, 0.0186
Si, 0.0065, 0.0035, 0.0151
Si, 0.0127, 0.0026, 0.0056
Si, 0.0049, 0.0052, 0.0169
Si, 0.0011, -0.002, 0.0164
Si, 0.0082, 0.0085, 0.0194
Si, -0.0168, 0.0052, 0.0022
Si, 0.0012, -0.0043, 0.0151
Si, 0.0007, 0.0049, 0.0101
Si, 0.0093, -0.019, 0.0095
Si, -0.0126, 0.0064, -0.0017
Si, -0.0163, 0.0012, 0.0065
Si, 0.0023, -0.0012, -0.0004
Si, 0.0138, -0.0137, -0.0012
Si, 0.0036, -0.0129, 0.0219
Si, -0.0029, 0.009, 0.0146
Si, -0.005, -0.0065, -0.0253
Si, -0.0009, -0.0043, -0.0039
Si, 0.006, -0.0032, 0.0208
Si, -0.0079, 0.0086, 0.0221
Si, -0.0003, -0.0063, -0.0183
Si, -0.0042, -0.003, -0.0071
Si, -0.0047, -0.0155, 0.0175
Si, -0.0165, -0.0224, 0.0274
Si, 0.012, 0.0216, 0.0304
Si, 0.0111, 0.0174, 0.0145
Si, -0.0076, -0.0197, 0.0165
Si, -0.0243, -0.032, 0.0212
Si, 0.0152, 0.0248, 0.0219
Si, 0.0075, 0.0216, 0.0257
O, -0.009, 0.0147, -0.0428
O, -0.0081, -0.0022, -0.0258
O, -0.0095, 0.0091, -0.0249
O, -0.003, 0.001, 0.0235
O, 0.0079, 0.0027, 0.0325
O, -0.0007, -0.0012, 0.0208
O, 0.0023, 0.0053, 0.0317
O, -0.0165, -0.0159, 0.0108
O, 0.0242, 0.0198, -0.003
O, -0.0194, -0.0117, -0.0086
O, 0.0271, 0.0187, -0.0125
O, -0.0189, -0.0248, 0.0057
O, 0.0188, 0.0196, 0.0066
O, 0.0161, 0.0188, -0.0049
O, -0.0104, -0.0139, -0.0034
O, -0.0498, -0.0275, -0.0293
O, -0.0192, -0.0105, 0.0135
O, 0.0077, 0.0067, 0.0058
O, 0.0206, -0.0036, -0.0014
O, 0.0308, 0.0234, -0.0152
O, -0.0161, -0.0086, 0.0038
O, 0.017, 0.0326, 0.0351
O, 0.0005, -0.008, 0.0185
Si, -0.0003, -0.0011, -0.0029
Si, -0.0061, 0.0007, 0.0134
Si, -0.0049, -0.0021, 0.001
Si, 0.0036, 0.0022, -0.0084
Si, 0.0078, 0.0069, 0.003
Si, 0.0036, -0.0026, -0.0075
Si, 0.0141, -0.0072, -0.0116
Si, 0.0015, 0.0002, -0.0009
Si, 0.0012, -0.001, -0.0008
Si, 0.0022, 0.0008, 0.0026
Si, -0.0131, 0.0188, 0.0048
Si, 0.0006, 0.0034, -0.0015
Si, -0.0062, 0.0058, -0.0072
Si, -0.0042, -0.0035, -0.0021
Si, -0.0031, 0.0017, 0.0071
Si, -0.0014, 0.0001, -0.0082
Si, 0.0001, 0.0034, 0.0006
Si, 0, -0.0048, -0.0031
Si, -0.0033, 0.0013, 0.0021
Si, 0.0087, -0.0027, 0.0003
Si, -0.0011, -0.0029, -0.0033
Si, -0.0054, -0.0018, 0.0035
Si, -0.002, -0.0034, -0.0037
Si, 0.0026, -0.0018, 0.0026
Si, 0.0001, 0.0013, -0.0029
Si, -0.0015, 0.0022, 0.0007
Si, -0.0085, -0.0002, 0.0069
Si, 0.0021, -0.0037, 0.0032
Si, 0.0014, -0.0011, 0.0016
Si, 0.0058, -0.003, -0.0098
Si, -0.0005, -0.0006, -0.0035
Si, 0.0057, 0.0087, -0.0029
Si, -0.0008, -0.0027, -0.006
Si, 0.0029, 0.0005, -0.0111
Si, 0.004, -0.0014, -0.0053
Si, -0.0085, 0.0017, 0.0057
Si, -0.0083, -0.0158, 0.0002
Si, 0.0007, -0.0003, 0.0013
O, -0.0085, -0.0018, -0.0201
O, -0.013, 0.0063, 0.0075
O, 0.0087, 0.0002, 0.0022
O, 0.0006, -0.0055, 0.0048
O, -0.0194, -0.0051, 0.0074
O, -0.0275, 0.0166, 0.0087
O, -0.005, -0.0048, -0.005
O, 0.0023, 0.0077, 0.0258
O, -0.0031, -0.011, 0.0062
O, -0.0007, 0.0006, 0.011
O, -0.004, 0.0197, 0.0033
O, -0.0124, 0.025, -0.0212
O, -0.0193, -0.016, 0.0098
O, -0.013, -0.0297, 0.0239
O, 0.0151, 0.0012, -0.0193
O, 0.0041, -0.0168, -0.016
O, 0.0334, 0.0073, -0.0083
O, 0.023, -0.0215, -0.004
O, 0.0091, 0.0077, 0.0204
O, -0.0125, -0.0218, 0.0025
O, -0.0315, -0.021, -0.0106
O, 0.006, -0.005, -0.0069
O, -0.0121, -0.0013, -0.0034
O, -0.0013, -0.0036, 0.0251
O, -0.0036, 0.0001, 0.0008
O, 0, 0.0003, -0.016
O, 0.007, 0.0133, 0.0051
O, -0.0179, -0.0084, 0.0181
O, 0.0061, 0.0031, -0.0135
O, 0.0156, 0.0193, -0.004
O, 0.0237, -0.0059, -0.0114
O, 0.0307, 0.0263, 0.0123
O, -0.023, -0.0013, 0.0068
O, 0.0292, -0.0039, -0.0014
O, -0.0046, -0.0187, 0
O, 0.0081, -0.022, 0.0071
O, 0.0068, 0.0242, -0.0071
O, 0.0239, -0.0035, 0.0022
O, -0.0041, 0.0038, 0.0152
O, 0.0273, 0.0158, -0.0071
O, -0.0123, -0.0035, 0.0096
O, -0.0014, -0.0004, 0.0189
O, 0.0138, 0.0234, -0.0081
O, -0.0208, -0.018, 0.0174
O, -0.0192, 0.0026, -0.0017
O, -0.0039, -0.0295, -0.0053
O, -0.0115, 0.0036, -0.013
O, -0.0002, 0.0047, -0.0141
O, -0.0056, 0.0248, -0.002
O, -0.0046, -0.0129, -0.0102
O, -0.0018, -0.0054, -0.0123
O, 0.0126, 0.0156, 0.0088
O, -0.01, -0.0024, 0.0117
O, -0.0006, 0.0098, 0.02
O, 0.001, -0.0068, -0.0105
O, 0.0132, -0.0162, 0.0082
O, 0.002, 0.0002, -0.0027
O, 0.0103, -0.0066, 0.0032
O, -0.0114, -0.0166, -0.0026
O, -0.0094, 0.007, -0.0039
O, 0.0026, -0.0222, -0.0129
O, -0.0173, -0.0103, -0.0098
O, 0.0045, 0.0182, -0.0004
O, -0.002, -0.0103, 0.0114
O, 0.0082, 0.001, 0.0001
O, -0.0057, 0.0202, -0.0005
O, 0.0089, 0.0007, 0.0124
O, 0.0056, 0.0151, 0.0024

The program warned: the cutoff lies below the one the program advises for these potential files; the forces do not sum to zero within the program's tolerance; the exchange-correlation potential is rough where the density is thin.
